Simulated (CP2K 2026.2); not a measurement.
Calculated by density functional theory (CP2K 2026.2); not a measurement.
Periodic cell of 507 atoms, Si352O155, from a study of silicon, its oxide and their interface. The atomic structure is a simulated model.
Doubt: the forces sum to 1.66 eV/angstrom along one axis rather than to zero, so they err by at least 0.0033 eV/angstrom per atom on average; the grid cutoff is modest.

Settings: functional PBE; method Gaussian and plane waves; basis set DZVP-MOLOPT-SR-GTH; pseudopotentials GTH-PBE; grid cutoff 350 Ry, relative cutoff 50 Ry; k points Gamma only; occupations fixed; spin none; net charge 0.

Cell vectors (angstrom)
a 15.3866 0 0
b 0 15.3866 0
c 1.7286 4.6325 37.8216

Atoms and the computed forces on them: element, x, y, z (angstrom), force x, y, z (eV/angstrom)
Si 1.838 4.513 31.914 -0.215 0.167 0.724
Si 1.833 8.996 31.766 -0.034 0.287 0.544
Si 1.912 11.478 31.622 0.01 -0.072 0.039
Si 1.782 16.764 31.689 -0.014 -0.334 0.886
Si 5.417 4.973 31.972 0.228 -0.069 0.659
Si 5.663 8.08 31.794 -0.138 0.162 0.718
Si 5.733 12.65 31.747 -0.132 -0.159 0.733
Si 5.636 15.806 31.756 -0.032 0.21 0.777
Si 9.299 4.283 31.812 0.112 0.057 0.736
Si 9.409 8.808 31.699 0.066 -0.227 0.834
Si 9.487 11.948 31.725 0.036 0.207 0.812
Si 9.458 16.577 31.85 -0.035 -0.027 0.745
Si 13.281 4.287 31.601 -0.01 0.19 0.834
Si 13.33 8.799 31.531 0.04 -0.222 0.847
Si 13.376 11.935 31.553 0.051 0.195 0.852
Si 13.305 16.533 31.596 0.019 -0.198 0.833
Si 3.622 4.731 33.378 -0.014 -0.011 0.003
Si 3.723 8.499 33.071 -0.011 0.014 0.003
Si 3.736 12.231 32.962 0.025 0.052 -0.042
Si 3.677 16.194 32.996 0.001 0.008 -0.036
Si 7.423 4.565 33.152 0.002 0.02 -0.022
Si 7.56 8.433 33.109 0.022 0.001 -0.009
Si 7.609 12.334 33.097 0.014 -0.012 -0.005
Si 7.526 16.179 33.109 0 -0.02 -0.013
Si 11.352 4.609 32.95 -0.001 -0.021 -0.042
Si 11.415 8.496 32.908 0.004 0.025 -0.044
Si 11.472 12.282 32.94 -0.004 -0.022 -0.035
Si 11.441 16.255 33.03 -0.008 0.014 -0.04
Si 15.166 4.657 33.005 -0.028 -0.015 -0.048
Si 15.234 8.534 32.948 -0.039 0.018 -0.061
Si 15.346 12.224 32.822 -0.031 0.028 -0.045
Si 15.236 16.254 32.94 0.004 0.009 -0.068
Si 3.639 6.684 34.573 -0.02 0.012 0.053
Si 3.79 10.403 34.437 0.027 -0.013 -0.01
Si 3.639 14.216 34.305 0.009 -0.006 0.002
Si 3.726 18.06 34.479 -0.029 -0.001 0.039
Si 7.567 6.521 34.463 0 -0.017 0.031
Si 7.525 10.389 34.43 -0.004 -0.008 0.023
Si 7.612 14.25 34.441 0.003 0.017 0.04
Si 7.457 18.059 34.509 -0.01 -0.002 0.036
Si 11.394 6.565 34.286 -0.019 -0.013 0.004
Si 11.427 10.386 34.352 0.001 -0.005 0.053
Si 11.426 14.245 34.282 -0.006 0.02 0.006
Si 11.411 18.139 34.423 -0.013 0.007 0.061
Si 15.195 6.604 34.325 0.037 -0.012 0.023
Si 15.25 10.42 34.363 0.002 -0.009 0.006
Si 15.292 14.222 34.187 -0.014 0.02 -0.002
Si 15.216 18.123 34.395 0.008 0.001 0.06
Si 1.675 6.609 35.803 0.018 -0.003 0.006
Si 1.798 10.408 35.724 0 -0.015 -0.028
Si 1.747 14.238 35.688 0.002 0.019 0.009
Si 1.755 18.088 35.762 0.001 0.01 -0.03
Si 5.629 6.591 35.822 0.01 -0.015 -0.017
Si 5.653 10.404 35.834 0.009 -0.015 0.039
Si 5.6 14.237 35.694 0.008 -0.008 -0.022
Si 5.588 18.073 35.881 0.008 -0.006 0.029
Si 9.517 6.548 35.747 -0.006 -0.017 0
Si 9.496 10.395 35.726 0.012 0.003 -0.026
Si 9.547 14.25 35.744 -0.007 -0.008 0.021
Si 9.463 18.096 35.761 0.01 -0.011 -0.014
Si 13.292 6.584 35.702 -0.021 0.003 -0.025
Si 13.332 10.413 35.734 -0.02 0.002 -0.003
Si 13.367 14.235 35.621 0.017 0.006 -0.018
Si 13.322 18.122 35.781 -0.002 0.022 -0.016
Si 1.753 4.645 37.111 0.007 -0.005 0.005
Si 1.739 8.521 37.144 -0.003 0.008 0.003
Si 1.77 12.332 37.079 -0.003 0.004 0.008
Si 1.75 16.15 37.091 0.014 -0.004 0.002
Si 5.605 4.653 37.163 0.009 0.006 0.011
Si 5.643 8.49 37.186 -0.007 0.01 0.005
Si 5.626 12.356 37.121 -0.003 -0.01 -0.007
Si 5.604 16.116 37.143 -0.004 0.005 0
Si 9.485 4.634 37.119 0 -0.001 0.004
Si 9.491 8.48 37.103 -0.014 -0.004 0
Si 9.501 12.321 37.093 -0.01 0.001 -0.004
Si 9.498 16.167 37.112 -0.005 0.012 -0.002
Si 13.318 4.671 37.106 0.01 -0.003 0.012
Si 13.312 8.491 37.095 0.02 -0.003 0.004
Si 13.331 12.351 37.063 0.003 -0.009 -0.005
Si 13.333 16.146 37.058 -0.002 0.002 -0.008
Si 1.969 15.363 11.509 0.001 0.005 -0.009
Si 1.953 3.841 11.525 0.014 -0.007 -0.009
Si 1.972 7.718 11.521 -0.012 0.012 -0.003
Si 1.963 11.534 11.547 0.023 -0.002 0.01
Si 5.822 15.372 11.525 0 -0.002 -0.003
Si 5.837 3.889 11.541 -0.018 -0.013 -0.008
Si 5.835 7.699 11.55 -0.003 -0.001 -0.005
Si 5.843 11.573 11.524 0.022 -0.001 -0.013
Si 9.688 15.397 11.525 0.003 0.011 -0.004
Si 9.661 3.879 11.58 0.002 0 -0.005
Si 9.651 7.693 11.585 0.001 0 -0.008
Si 9.682 11.512 11.557 0.003 -0.009 -0.011
Si 13.485 15.35 11.529 -0.002 0.006 -0.012
Si 13.492 3.892 11.582 0.012 0.009 0
Si 13.476 7.698 11.555 0.004 0.007 0.002
Si 13.517 11.542 11.583 -0.006 -0.002 0.006
Si 1.988 1.89 12.855 -0.01 0.018 0.025
Si 1.902 5.788 12.844 0.016 -0.014 -0.017
Si 2.015 9.619 12.919 0.01 -0.023 0.023
Si 1.95 13.46 12.897 0.012 -0.015 -0.021
Si 5.802 1.932 12.834 0.019 0.02 -0.019
Si 5.875 5.798 12.945 0.002 0.026 0.041
Si 5.878 9.652 12.863 0.006 0.016 -0.041
Si 5.832 13.467 12.922 -0.006 0.008 0.03
Si 9.654 1.931 12.896 0.017 -0.001 0.023
Si 9.666 5.793 12.99 -0.004 -0.028 0.011
Si 9.62 9.602 12.963 0.01 0.01 0.029
Si 9.76 13.461 12.858 0.001 -0.001 -0.015
Si 13.482 1.903 12.834 -0.001 -0.005 0.005
Si 13.43 5.827 12.987 -0.009 -0.02 0.014
Si 13.501 9.602 12.925 -0.01 0.007 -0.002
Si 13.518 13.461 12.967 0.016 0.001 0.006
Si 15.416 1.838 14.141 0.013 -0.021 -0.089
Si 15.393 5.818 14.265 -0.023 -0.003 -0.037
Si 15.454 9.562 14.249 -0.001 -0.001 -0.037
Si 15.454 13.462 14.328 -0.015 0.015 -0.017
Si 3.915 1.899 14.22 -0.014 0.003 -0.035
Si 3.845 5.793 14.124 0.011 -0.002 -0.06
Si 4.006 9.719 14.226 -0.01 0.01 -0.01
Si 3.853 13.482 14.26 0 0.029 0.002
Si 7.689 1.92 14.203 0.007 0.008 -0.025
Si 7.791 5.821 14.415 -0.035 -0.017 -0.021
Si 7.69 9.59 14.365 0.004 -0.003 0.013
Si 7.854 13.438 14.166 -0.007 0.002 -0.031
Si 11.597 1.969 14.231 -0.007 0.007 -0.057
Si 11.527 5.836 14.458 0.031 0.002 -0.012
Si 11.558 9.599 14.288 0.019 0.009 -0.029
Si 11.603 13.453 14.349 0.014 0.012 -0.015
Si 15.476 15.414 15.673 -0.034 0.007 0.032
Si 15.303 3.781 15.395 -0.023 0.015 0.014
Si 15.437 7.689 15.719 -0.009 -0.005 0.027
Si 15.451 11.479 15.6 -0.024 -0.015 0.03
Si 3.896 15.389 15.653 0.025 -0.029 -0.003
Si 3.807 3.882 15.464 -0.015 0.037 0.039
Si 3.989 7.723 15.419 -0.007 0.001 -0.007
Si 3.948 11.612 15.691 0.007 0.001 0.017
Si 7.745 15.346 15.488 0.007 0.006 -0.015
Si 7.704 3.787 15.638 -0.016 0.006 0.007
Si 7.752 7.742 15.91 -0.006 -0.001 0.03
Si 7.803 11.589 15.618 -0.009 -0.018 -0.022
Si 11.622 15.455 15.606 -0.011 0.014 0.035
Si 11.56 3.826 15.719 -0.022 -0.03 0.076
Si 11.482 7.816 15.85 0.001 -0.019 0.023
Si 11.546 11.482 15.691 0.027 0 0.021
Si 1.99 15.894 17.021 0.066 -0.512 0.026
Si 1.808 3.643 16.658 0.21 0.003 -0.717
Si 2.143 8.104 16.751 -0.22 -0.169 -0.737
Si 1.969 11.216 16.947 0.116 0.197 -0.765
Si 5.889 14.747 16.796 -0.135 -0.309 -0.598
Si 5.682 3.99 16.82 0.069 -0.094 -0.672
Si 5.687 7.154 16.968 0.255 0.164 -0.784
Si 5.927 12.224 16.882 -0.104 0.344 -0.606
Si 9.638 15.689 16.822 0.046 -0.024 -0.758
Si 9.599 3.415 16.981 0.032 0.125 -0.756
Si 9.624 8.543 17.281 -0.097 0.212 -0.658
Si 9.636 11.07 17.052 -0.039 -0.345 -0.518
Si 13.54 15.789 16.946 -0.048 -0.208 -0.877
Si 13.565 3.522 16.946 -0.204 0.205 -0.797
Si 13.495 8.04 17.066 -0.004 -0.244 -0.822
Si 13.534 11.148 16.912 -0.102 0.123 -0.84
Si 2.633 15.496 19.253 -0.26 -0.021 -0.719
Si 5.539 10.36 29.648 -0.041 0.024 0.211
Si 14.786 8.73 25.625 0.053 0.11 -0.032
Si 1.272 11.384 22.253 0.078 -0.121 -0.053
Si 5.416 16.905 18.895 -0.027 -0.089 -0.268
Si 7.674 18.429 27.916 -0.064 -0.155 -0.006
Si 4.753 14.836 23.309 0.003 0.12 0.004
Si 5.524 11.088 19.747 0.027 -0.054 -0.214
Si 10.01 13.434 19.056 0.015 -0.127 -0.228
Si 6.872 4.034 23.21 -0.007 -0.019 -0.057
Si 10.265 4.755 19.713 0.001 -0.065 -0.155
Si 13.264 5.691 19.185 0.105 -0.047 -0.19
Si 13.845 12.528 21.717 0.052 0.071 -0.115
Si 15.491 6.322 21.021 0.052 -0.057 -0.069
Si 2.415 11.919 25.101 0.008 -0.01 0.043
Si 8.945 7.466 20.23 0.236 0.115 -0.224
Si 11.613 10.972 22.586 -0.028 -0.079 0.041
Si 14.332 14.668 23.799 0.005 0 -0.021
Si 10.874 17.575 21.53 0.021 0.069 -0.1
Si 16.397 8.489 22.99 0.021 -0.089 -0.007
Si 2.518 4.608 21.228 -0.069 0.126 -0.029
Si 1.952 5.949 18.771 -0.024 -0.016 -0.113
Si 5.847 7.999 19.901 -0.081 -0.04 -0.134
Si 5.903 4.289 26.035 0.043 -0.058 0.137
Si 6.196 12.192 22.438 0.004 -0.041 0.031
Si 13.847 17.499 22.473 0.044 -0.054 -0.019
Si 5.01 6.023 22.163 -0.01 0.032 -0.189
Si 7 9.825 26.869 -0.099 -0.06 0.228
Si 13.892 3.286 25.169 -0.02 0.071 -0.01
Si 13.181 13.478 19.022 -0.121 0.041 -0.231
Si 9.954 8.641 23.005 -0.063 0.101 -0.031
Si 2.704 12.423 19.643 -0.034 0.078 -0.212
Si 1.65 9.788 27.184 0.034 0.024 0.13
Si 1.761 15.55 23.944 -0.015 0.115 -0.007
Si 5.167 15.463 26.175 -0.114 0.039 0.027
Si 13.395 6.187 26.305 0.032 -0.051 0.222
Si 4.955 10.498 24.556 -0.051 -0.061 -0.052
Si 1.617 6.707 29.661 0.068 0.158 0.267
Si 1.3 17.194 21.45 0.006 -0.069 -0.1
Si 3.648 7.624 24.334 -0.051 -0.031 0.026
Si 9.825 3.551 24.037 -0.056 0.024 -0.012
Si 9.417 14.265 29.634 -0.022 -0.054 0.13
Si 6.508 16.66 21.691 -0.014 -0.069 -0.072
Si 5.301 18.166 29.759 0.028 -0.07 0.118
Si 12.452 10.871 25.542 -0.005 0.029 -0.01
Si 10.617 15.192 27.119 -0.065 -0.044 0.076
Si 11.207 18.059 26.448 -0.014 0.057 0.102
Si 9.235 14.986 21.547 0.055 0.078 -0.112
Si 13.83 6.508 29.424 0.016 0.033 0.235
Si 16.469 15.482 28.902 -0.149 -0.005 0.168
Si 16.339 17.129 26.498 0 -0.093 0.083
Si 3.49 7.382 27.362 -0.01 -0.028 0.012
Si 3.724 18.07 27.159 0.105 -0.039 0.121
Si 8.946 6.559 29.567 -0.001 0.051 0.13
Si 3.005 13.701 27.32 -0.102 -0.147 0.126
Si 7.939 15.516 27.634 0.032 -0.04 0.056
Si 9.976 5.087 27.401 0.071 -0.025 0.039
Si 6.507 6.932 27.611 -0.027 -0.054 0.145
Si 2.651 11.39 29.385 -0.206 0.212 0.689
Si 10.683 6.136 24.82 -0.035 0.034 0
Si 13.841 14.252 29.473 -0.023 0.002 0.277
Si 9.235 12.693 23.287 0.066 0.009 0.078
Si 9.496 10.636 25.359 -0.018 -0.058 -0.147
Si 13.02 13.769 26.436 -0.006 -0.044 0.066
Si 1.941 15.404 0.671 0.005 0.006 -0.003
Si 1.954 3.853 0.669 0.007 0.001 0.003
Si 1.96 7.707 0.642 0.005 -0.011 0.001
Si 1.941 11.518 0.654 0.002 -0.005 -0.002
Si 5.826 15.399 0.662 0 -0.001 -0.004
Si 5.853 3.853 0.677 -0.004 -0.002 0.005
Si 5.839 7.712 0.638 -0.003 -0.002 0.005
Si 5.829 11.518 0.646 -0.001 -0.006 -0.002
Si 9.674 15.394 0.657 0 -0.005 -0.003
Si 9.673 3.855 0.65 -0.004 0.013 -0.001
Si 9.69 7.702 0.632 -0.006 -0.006 0.003
Si 9.694 11.531 0.636 -0.009 -0.001 -0.006
Si 13.501 15.401 0.659 -0.004 0.011 -0.007
Si 13.484 3.871 0.671 0.006 0.014 0.01
Si 13.51 7.703 0.628 -0.002 -0.014 0.004
Si 13.499 11.528 0.64 0.006 0.002 -0.007
Si 1.955 1.934 2.034 -0.002 -0.003 0.009
Si 1.965 5.785 2.013 -0.016 0 -0.004
Si 1.956 9.611 2.026 -0.01 0.004 0.002
Si 1.957 13.459 2.005 -0.005 0 -0.001
Si 5.829 1.928 2.032 0.006 0.001 0.002
Si 5.831 5.79 2.013 0.004 -0.004 0.001
Si 5.833 9.614 2.022 0.007 -0.001 0.002
Si 5.819 13.457 2 0.014 0.008 -0.006
Si 9.667 1.932 2.016 0.004 -0.004 0.001
Si 9.676 5.783 2.004 0.008 -0.002 0.008
Si 9.673 9.616 2.005 -0.004 0 0.005
Si 9.68 13.459 2.001 0.021 0.004 0
Si 13.509 1.937 2.02 0.014 -0.001 0.005
Si 13.497 5.795 2.018 -0.021 -0.009 0.008
Si 13.509 9.613 2.007 -0.007 0.001 0.001
Si 13.502 13.461 2.002 -0.005 0.006 0.002
Si 15.423 1.933 3.393 0 0.008 0.002
Si 15.429 5.781 3.375 0.001 0.002 -0.007
Si 15.423 9.615 3.382 0.003 -0.009 0
Si 15.425 13.464 3.371 0 -0.006 0.001
Si 3.893 1.93 3.379 -0.004 0.006 -0.001
Si 3.897 5.78 3.37 0.002 0.002 -0.004
Si 3.895 9.617 3.37 0.001 -0.003 -0.005
Si 3.89 13.464 3.363 -0.008 -0.004 -0.003
Si 7.75 1.927 3.386 -0.004 0.005 -0.002
Si 7.752 5.785 3.372 0.004 0.016 0
Si 7.755 9.617 3.375 -0.003 0 0.002
Si 7.747 13.462 3.36 0.002 -0.015 -0.001
Si 11.588 1.931 3.379 0.006 -0.001 0
Si 11.583 5.783 3.383 0.005 0.01 0.007
Si 11.59 9.616 3.371 0.004 -0.005 0.005
Si 11.59 13.465 3.375 -0.002 -0.005 0.002
Si 15.428 15.387 4.741 -0.005 0.007 -0.002
Si 15.429 3.861 4.744 -0.003 0 -0.002
Si 15.429 7.697 4.745 -0.009 0 -0.003
Si 15.429 11.541 4.735 -0.008 -0.004 -0.003
Si 3.891 15.388 4.735 0.006 0.013 -0.002
Si 3.893 3.857 4.738 -0.001 -0.01 -0.001
Si 3.895 7.699 4.739 -0.001 0.01 -0.002
Si 3.893 11.542 4.73 0.005 -0.012 -0.001
Si 7.746 15.384 4.735 0.012 0.005 -0.004
Si 7.745 3.858 4.735 0.001 -0.006 -0.005
Si 7.749 7.7 4.741 0.005 0.005 0.002
Si 7.746 11.543 4.728 0.009 -0.01 -0.004
Si 11.589 15.391 4.735 0.003 0.001 -0.01
Si 11.587 3.856 4.739 0.002 0.004 -0.005
Si 11.585 7.702 4.743 -0.011 -0.001 0.001
Si 11.589 11.539 4.73 0 0.001 -0.006
Si 1.968 15.394 6.103 -0.005 -0.007 0.006
Si 1.968 3.854 6.104 -0.005 0.011 0
Si 1.97 7.702 6.101 -0.006 -0.007 -0.003
Si 1.969 11.538 6.094 -0.007 0.002 0
Si 5.819 15.391 6.096 -0.001 -0.012 0.002
Si 5.82 3.853 6.096 0.003 0.017 0
Si 5.821 7.701 6.098 0.004 -0.009 0
Si 5.821 11.54 6.089 0.006 0.009 -0.002
Si 9.67 15.393 6.098 0.013 -0.011 0.004
Si 9.664 3.854 6.1 0.005 0.002 0.004
Si 9.667 7.703 6.106 0.008 0.006 0.009
Si 9.666 11.54 6.09 -0.004 0.003 0.002
Si 13.505 15.388 6.104 -0.008 -0.001 0.007
Si 13.507 3.86 6.104 0.007 0 0.006
Si 13.507 7.695 6.104 0.005 0 0.001
Si 13.507 11.54 6.096 -0.007 -0.003 0.004
Si 1.966 1.932 7.474 -0.004 0.012 0.002
Si 1.965 5.78 7.462 0.008 0.008 0.001
Si 1.969 9.621 7.47 0.002 -0.006 0.001
Si 1.967 13.462 7.454 0.006 -0.01 0.003
Si 5.82 1.93 7.462 0.006 0.001 0.002
Si 5.821 5.776 7.457 -0.003 0 0
Si 5.823 9.623 7.462 0.003 0.001 0.004
Si 5.823 13.462 7.45 0.008 -0.008 0.003
Si 9.666 1.931 7.463 0 -0.005 -0.004
Si 9.666 5.777 7.459 -0.005 0.003 0.003
Si 9.665 9.626 7.464 0 0.012 0.003
Si 9.672 13.462 7.446 0.002 -0.006 -0.008
Si 13.505 1.933 7.457 0 0.003 -0.003
Si 13.503 5.779 7.473 -0.006 0.005 -0.001
Si 13.506 9.619 7.458 -0.002 0 -0.004
Si 13.505 13.459 7.46 -0.005 -0.01 -0.001
Si 15.416 1.931 8.83 -0.011 0.002 -0.002
Si 15.43 5.785 8.829 0.005 0.001 -0.004
Si 15.421 9.624 8.824 -0.017 -0.007 -0.009
Si 15.43 13.457 8.817 -0.006 0.008 0.001
Si 3.899 1.934 8.832 -0.002 -0.003 0.002
Si 3.894 5.78 8.812 0.004 0.001 -0.01
Si 3.901 9.62 8.825 -0.008 -0.001 -0.001
Si 3.896 13.452 8.805 0.005 0.004 0.001
Si 7.746 1.932 8.829 0.013 0.001 0
Si 7.745 5.779 8.818 -0.005 0.003 -0.005
Si 7.747 9.625 8.829 0.011 -0.002 0.001
Si 7.755 13.471 8.803 0.01 -0.007 -0.008
Si 11.59 1.942 8.828 0.014 -0.005 -0.005
Si 11.577 5.779 8.833 0.014 0.001 0.006
Si 11.589 9.616 8.825 0.01 0.002 -0.006
Si 11.582 13.445 8.819 -0.014 0.007 -0.006
Si 15.419 15.378 10.175 -0.009 -0.003 -0.005
Si 15.407 3.862 10.189 0.006 -0.002 0.003
Si 15.413 7.709 10.193 0.007 0.001 -0.002
Si 15.426 11.541 10.193 -0.007 -0.01 -0.003
Si 3.9 15.371 10.162 -0.006 0 0
Si 3.897 3.873 10.188 0.005 0.004 0.005
Si 3.907 7.693 10.182 0.001 0 -0.003
Si 3.897 11.543 10.188 0.004 -0.007 0.001
Si 7.752 15.383 10.176 0.004 -0.002 0.002
Si 7.755 3.865 10.185 0.006 0.003 0.006
Si 7.75 7.695 10.188 -0.003 0.015 0.005
Si 7.767 11.562 10.175 -0.009 0.016 -0.001
Si 11.586 15.381 10.15 -0.002 -0.011 -0.002
Si 11.58 3.866 10.206 -0.016 -0.009 0.011
Si 11.562 7.701 10.196 -0.002 0.012 -0.001
Si 11.602 11.525 10.198 -0.014 -0.008 0.001
O 3.139 13.983 19.58 0.282 -0.09 0.311
O 2.056 9.627 17.353 0.221 0.113 0.203
O 2.633 7.145 17.975 0.286 0.112 0.043
O 15.721 16.487 27.868 -0.547 0.248 -0.249
O 4.011 11.729 25.002 0.329 0.371 0.223
O 1.813 12.094 18.322 -0.479 0.176 0.103
O 6.069 15.594 18.197 0.157 -0.229 0.513
O 1.897 2.147 17.313 0.076 -0.142 0.514
O 9.402 5.919 20.433 -0.252 -0.173 0.254
O 5.154 15.905 22.165 -0.449 -0.019 -0.335
O 4.415 4.038 26.611 -0.456 0.391 0.008
O 5.357 7.904 18.367 -0.133 0.214 0.322
O 6.177 11.435 18.31 0.365 -0.238 0.164
O 9.609 11.971 18.453 -0.094 -0.033 0.526
O 9.607 14.583 18.001 -0.076 -0.025 0.213
O 9.556 4.368 18.306 -0.301 0.51 -0.013
O 13.427 7.1 18.399 -0.174 0.261 0.245
O 10.223 7.268 23.795 0.105 -0.08 0.2
O 15.078 11.597 22.125 -0.147 -0.263 0.312
O 11.599 13.474 19.321 -0.069 0.085 0.557
O 13.559 17.348 17.466 -0.138 0.011 0.433
O 3.896 16.524 19.281 -0.179 0.484 0.062
O 13.574 9.62 17.529 -0.063 0.017 0.318
O 13.578 12.187 18.151 0.128 0.05 0.166
O 1.698 16.833 22.972 0.28 0.375 0.199
O 6.601 18.787 29.053 0.335 0.307 0.286
O 4.06 9.174 24.455 -0.249 0.081 -0.133
O 1.591 9.793 22.217 0.535 0.024 -0.188
O 1.929 12.158 21.014 -0.302 0.089 0.173
O 13.868 4.721 25.874 0.149 -0.048 0.189
O 15.101 17.542 21.443 -0.313 0.121 -0.356
O 3.776 4.957 22.165 -0.098 -0.5 0.248
O 4.081 17.935 28.732 -0.537 -0.01 0.067
O 9.596 17.217 17.449 0.039 -0.067 0.213
O 2.997 8.919 27.348 0.329 0.219 -0.088
O 10.21 11.75 22.396 -0.197 -0.177 -0.385
O 6.9 18.477 26.497 0.134 -0.444 -0.291
O 8.788 4.172 27.957 0.043 0.243 0.002
O 14.463 7.168 25.631 0.306 -0.318 -0.127
O 10.221 17.811 22.979 -0.202 -0.445 0.258
O 10.973 10.375 25.978 -0.049 -0.407 0.674
O 13.392 14.227 27.934 0.131 0.047 -0.228
O 9.367 18.116 31.247 0.185 -0.154 -0.253
O 1.097 5.24 21.716 -0.349 -0.418 0.476
O 5.849 4.224 24.44 -0.577 -0.081 -0.191
O 6.079 10.334 25.669 -0.026 0.084 -0.184
O 16.116 6.647 19.559 -0.282 0.609 -0.398
O 5.574 15.242 24.638 0.472 0.051 -0.194
O 3.928 10.385 29.528 -0.259 -0.572 -0.275
O 9.666 8.083 18.884 0.285 -0.031 0.431
O 2.957 5.269 19.817 0.577 -0.229 -0.184
O 9.609 14.243 22.956 0.112 0.451 0.272
O 11.993 6.585 25.621 0.026 0.302 0.188
O 13.486 9.664 25.767 -0.17 -0.236 -0.026
O 11.33 9.378 22.546 0.448 -0.35 -0.198
O 5.56 6.494 31.343 -0.266 -0.044 -0.398
O 7.474 6.636 28.879 -0.29 -0.353 0.346
O 9.594 5.77 25.975 -0.684 0.042 0.034
O 13.293 6.405 27.907 -0.235 0.095 -0.021
O 9.095 15.163 26.553 -0.164 -0.297 -0.751
O 2.083 5.543 30.677 0.343 0.077 -0.395
O 5.965 11.709 30.435 0.332 0.067 -0.267
O 14.061 14.384 25.368 0.453 0.285 0.352
O 5.661 16.736 30.417 0.16 -0.206 -0.492
O 1.793 12.028 23.633 -0.278 0.512 0.03
O 9.895 18.203 25.486 -0.584 -0.357 0.029
O 1.747 16.132 30.203 0.074 -0.187 -0.26
O 5.642 10.84 23.137 0.212 -0.308 -0.396
O 9.019 5.332 30.609 -0.208 0.035 -0.093
O 2.135 18.143 26.942 -0.127 0.571 0.173
O 9.203 9.627 24.085 -0.164 -0.158 -0.146
O 5.715 5.548 17.363 0.161 -0.024 0.172
O 15.179 17.902 25.729 0.175 0.058 0
O 10.62 14.427 28.559 0.528 -0.046 -0.195
O 6.775 17.932 22.628 0.027 -0.181 0.179
O 4.928 3.89 30.854 -0.479 -0.161 -0.165
O 15.436 6.515 29.381 0.078 -0.189 -0.044
O 4.967 7.253 28.024 -0.153 0.333 0.308
O 7.77 15.653 21.714 -0.275 -0.188 0.085
O 12.964 12.157 26.372 0.296 -0.182 0.223
O 13.555 13.578 22.909 -0.587 0.028 0.275
O 2.253 3.04 21.042 0.23 -0.213 -0.354
O 9.281 7.94 30.326 -0.02 0.068 -0.518
O 13.571 14.849 18.272 0.215 0.037 0.589
O 10.921 4.755 23.996 0.577 -0.252 -0.478
O 13.284 15.556 30.276 -0.406 0.091 -0.267
O 9.534 15.484 30.666 -0.041 -0.206 -0.332
O 15.507 9.04 24.217 -0.193 0.354 0.036
O 13.307 5.222 30.266 -0.245 0.042 -0.286
O 11.57 14.406 26.097 -0.321 -0.184 -0.644
O 8.293 16.984 28.221 0.433 -0.075 0.12
O 12.346 11.299 23.99 0.408 0.534 -0.115
O 2.116 13.188 26.061 -0.281 0.323 -0.021
O 15.465 14.332 29.44 0.192 -0.438 0
O 5.657 14.23 31.278 -0.093 0.029 -0.471
O 9.478 12.844 30.365 0.198 0.015 -0.326
O 5.716 9.568 20.245 -0.07 0.103 0.121
O 13.325 7.853 30.193 -0.041 0.128 -0.315
O 12.488 17.59 21.601 0.184 0.161 -0.212
O 13.84 16.138 23.354 -0.356 -0.075 0.358
O 1.877 18.362 31.37 -0.111 0.086 -0.591
O 15.929 14.559 23.549 0.281 -0.347 -0.201
O 2.448 6.553 28.281 -0.041 -0.557 -0.292
O 1.472 10.679 28.518 -0.534 -0.072 0.311
O 12.609 11.513 21.449 -0.177 -0.095 -0.48
O 1.767 10.663 25.849 -0.103 0.02 -0.489
O 4.295 16.802 26.335 -0.287 0.156 -0.111
O 6.225 12.028 20.842 0.612 0.514 -0.164
O 1.485 4.772 17.786 -0.235 -0.069 0.03
O 5.177 13.377 22.808 -0.412 -0.07 -0.055
O 11.262 4.084 27.282 0.404 0.23 0.369
O 1.596 15.983 20.41 -0.209 -0.006 0.097
O 3.225 12.599 28.473 0.378 0.21 -0.064
O 6.278 17.225 20.207 0.431 0.456 0.099
O 15.466 7.616 21.984 -0.576 0.332 -0.057
O 4.417 14.167 26.745 0.274 -0.428 0.014
O 4.819 6.875 23.522 0.52 0.198 0.376
O 7.686 12.5 22.92 0.016 -0.087 0.192
O 13.304 18.103 31.096 -0.006 -0.17 -0.619
O 9.386 10.385 31.24 -0.156 0.175 -0.2
O 7.1 8.216 26.839 0.43 -0.092 -0.383
O 8.394 4.22 23.712 0.104 0.215 0.164
O 10.121 6.289 28.474 0.38 0.492 -0.342
O 13.309 10.372 31.035 -0.104 0.102 -0.443
O 13.374 12.907 30.239 -0.313 0.035 -0.508
O 13.811 4.483 18.246 0.452 -0.093 0.221
O 13.955 3.333 23.547 0.267 0.328 -0.169
O 9.418 12.177 24.819 0.096 0.481 0.317
O 5 7.065 20.917 -0.54 0.162 0.045
O 9.223 13.812 20.417 -0.35 -0.455 0.065
O 8.014 14.43 28.834 -0.589 -0.3 -0.02
O 6.37 10.324 28.27 0.02 0.053 -0.059
O 3.178 14.826 23.676 -0.077 -0.345 -0.037
O 6.408 5.188 22.164 0.196 0.182 -0.601
O 15.717 8.912 26.94 -0.254 -0.17 0.464
O 11.714 5.393 19.451 0.06 0.025 -0.063
O 5.5 2.857 17.986 0.063 0.007 0.133
O 5.88 9.01 30.472 0.252 0.034 -0.349
O 14.014 5.766 20.634 -0.224 -0.015 0.677
O 10.319 16.113 21.088 0.156 -0.241 -0.208
O 11.078 16.732 27.35 0.148 0.19 0.262
O 3.51 6.93 25.799 -0.255 -0.527 0.088
O 1.572 16.031 25.475 0.502 -0.299 0.183
O 10.378 3.392 20.569 -0.314 -0.269 0.063
O 2.309 14.937 28.038 0.245 0.403 -0.303
O 6.498 15.582 27.024 -0.071 0.087 0.146
O 8.47 10.418 26.58 0.307 0.325 0.442
O 14.054 13.395 20.373 0.47 0.278 0.121
O 2.236 7.571 23.534 -0.013 -0.266 0.065
O 3.961 11.431 19.617 -0.05 -0.16 -0.111
O 12.545 17.886 25.581 -0.055 -0.285 -0.345
O 7.37 7.506 19.956 0.067 -0.434 0.038
O 9.194 8.295 21.61 -0.214 0.111 0.285
O 6.482 5.685 26.589 0.32 0.065 -0.137
O 1.883 8.174 30.321 0.259 -0.029 -0.552

Results
total energy: -105616.303 eV
total energy less fixed offsets of O -438.35, Si -107.03 eV per atom: 2.507 eV
